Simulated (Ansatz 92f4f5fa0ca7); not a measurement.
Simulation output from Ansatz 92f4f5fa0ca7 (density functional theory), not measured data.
Periodic cell of 215 atoms, Si132O82B1, from a study of silicon, its oxide and their interface. The atomic structure is a simulated model.
Doubt: the cutoff is far below the 930 eV that the study's wrapper takes by default for these files, so forces and energies are approximate.
This geometry differs little from another in the collection (a relaxation step or a small displacement).

Settings: functional PBE; potential files Ansatz PAW; basis plane waves; wave-function cutoff 580 eV; density cutoff ratio 5; exchange-correlation grid ratio 1; k mesh 1 x 1 x 1, Gamma-centred; self-consistency stop 5e-08 eV per atom in the density residual; occupations fixed; spin none; net charge -1 e, with a uniform compensating background and no finite-size correction.

Cell vectors (angstrom)
a, 10.938, 0, 0
b, 0, 10.938, 0
c, 0, 0, 31.5432

Atoms: element, x, y, z (angstrom)
Si, 10.4292, 0.5793, 24.3711
Si, 6.0501, 10.5017, 24.1956
Si, 2.1272, 3.2512, 24.1164
Si, 8.6927, 2.2567, 24.3495
Si, 0.5023, 5.0595, 24.207
Si, 5.0493, 5.8875, 24.2242
Si, 3.3942, 7.6396, 24.2054
Si, 7.8323, 8.8288, 24.0259
Si, 1.3396, 1.4806, 25.4844
Si, 6.9238, 1.293, 25.5656
Si, 4.0294, 4.0919, 25.3564
Si, 9.6673, 4.0943, 25.4511
Si, 1.5018, 6.8068, 25.4355
Si, 6.8992, 6.9422, 25.2563
Si, 4.2269, 9.5315, 25.3723
Si, 9.5351, 9.6386, 25.4645
Si, 2.7786, 0.0057, 26.6773
Si, 8.2573, -0.0313, 26.9966
Si, 0.014, 2.7701, 26.9514
Si, 5.425, 2.7217, 26.7197
Si, 2.7603, 5.4019, 26.8919
Si, 8.2248, 5.5247, 26.648
Si, 0.0511, 8.2347, 26.7057
Si, 5.5585, 8.1916, 26.8125
Si, 4.0539, 1.3792, 28.1426
Si, 9.6434, 1.3537, 28.308
Si, 1.4102, 4.0659, 28.3089
Si, 6.8346, 4.1318, 28.0381
Si, 4.1589, 6.8167, 28.1631
Si, 9.5995, 6.8509, 28.0703
Si, 1.3794, 9.6441, 28.1165
Si, 6.8526, 9.5321, 28.2598
Si, 0.2011, 0.1346, 29.6932
Si, 5.4369, 0.0084, 29.4966
Si, 2.6118, 2.5502, 29.693
Si, 8.1822, 2.7718, 29.4777
Si, -0.0162, 5.492, 29.502
Si, 5.4908, 5.4248, 29.5182
Si, 2.7512, 8.2254, 29.4492
Si, 8.2769, 8.1776, 29.5463
B, 1.3977, 1.3512, 30.8993
Si, 6.8174, 1.3808, 30.8337
Si, 4.0797, 4.034, 30.87
Si, 9.6069, 4.0628, 30.8545
Si, 1.3736, 6.8617, 30.8255
Si, 6.8723, 6.798, 30.8959
Si, 4.0424, 9.6216, 30.8584
Si, 9.655, 9.5973, 30.8816
Si, 2.5925, 0.1274, 0.547
Si, 8.1899, 0.0032, 0.6499
Si, 0.1354, 2.5843, 0.4998
Si, 5.4724, 2.707, 0.7058
Si, 2.7152, 5.4697, 0.65
Si, 8.2456, 5.4058, 0.7149
Si, 0.0388, 8.1878, 0.7089
Si, 5.4485, 8.2287, 0.6491
Si, 4.069, 1.3135, 2.0041
Si, 9.5781, 1.393, 1.9547
Si, 1.307, 4.08, 1.9672
Si, 6.8579, 4.0466, 2.0677
Si, 4.0724, 6.8618, 2.0007
Si, 9.6102, 6.7945, 2.0541
Si, 1.4038, 9.5986, 2.0183
Si, 6.823, 9.5737, 2.0364
Si, -0.0548, -0.0133, 3.3071
Si, 5.4424, -0.0216, 3.447
Si, 2.6924, 2.7227, 3.2967
Si, 8.2223, 2.6747, 3.4575
Si, -0.0081, 5.4276, 3.4755
Si, 5.4499, 5.4729, 3.3007
Si, 2.7436, 8.2174, 3.4433
Si, 8.2221, 8.1798, 3.3511
Si, 1.2861, 1.3676, 4.6381
Si, 6.8404, 1.2964, 4.8657
Si, 4.0576, 4.1133, 4.6115
Si, 9.5361, 4.0545, 4.8756
Si, 1.3581, 6.8639, 4.842
Si, 6.8323, 6.7995, 4.6619
Si, 4.1046, 9.5582, 4.8726
Si, 9.5703, 9.5639, 4.7197
Si, 2.6115, 0.042, 6.0753
Si, 8.2181, -0.138, 6.2398
Si, -0.0182, 2.645, 6.1773
Si, 5.382, 2.7658, 6.0342
Si, 2.7502, 5.4329, 6.1018
Si, 8.0936, 5.4341, 6.1546
Si, -0.0058, 8.2837, 6.1985
Si, 5.5642, 8.1467, 6.1374
Si, 3.4767, 1.9414, 7.1407
Si, 10.0173, 0.8232, 7.4401
Si, 1.7768, 3.6585, 7.318
Si, 6.205, 4.5232, 7.3538
Si, 4.6325, 6.3022, 7.2307
Si, 9.1603, 7.1867, 7.298
Si, 0.8867, 10.1487, 7.4864
Si, 7.4107, 8.8838, 7.4685
O, 4.5474, 6.5912, 8.8665
O, 1.4133, 3.9849, 8.9219
O, 9.7365, 6.5443, 8.7281
O, 1.296, 10.1007, 9.1303
O, 6.0695, 4.2215, 9.0051
O, 3.7151, 1.6237, 8.7393
O, 7.1367, 8.9621, 9.1292
O, 9.645, 1.0745, 9.0515
O, 8.221, 2.5371, 22.7822
O, 11.0058, 5.5643, 22.6763
O, 5.6376, 0.1136, 22.6817
O, 5.2731, 5.3918, 22.6466
O, 2.1496, 2.8192, 22.4957
O, 3.3096, 7.8436, 22.5445
O, 8.3786, 8.7509, 22.4335
O, -0.1771, 11.2404, 22.7735
Si, 2.1505, 2.9629, 12.8786
Si, 8.6837, 1.3108, 10.3352
Si, 1.0614, 4.4966, 15.3442
Si, 7.5386, 5.5815, 12.1927
Si, 2.409, 8.1823, 21.2432
Si, 5.4141, 7.7982, 12.4535
Si, 9.2746, 0.4565, 15.4921
Si, 2.9237, -0.0402, 16.6779
Si, 10.4635, 1.153, 12.5928
Si, 7.7587, 2.8296, 21.2698
Si, 9.142, 8.7837, 14.4498
Si, 1.4732, 4.7723, 10.3416
Si, 4.4809, 9.4862, 19.1691
Si, 11.072, 6.1015, 21.1473
Si, 6.6237, 10.4449, 14.8441
Si, 5.39, 0.7348, 21.2123
Si, 2.3403, 9.8118, 10.3562
Si, 0.4254, 10.6415, 21.4142
Si, 5.8454, 5.255, 21.1481
Si, 3.6373, 7.0839, 10.0914
Si, 9.0383, 5.6861, 14.8421
Si, 3.6565, 4.0821, 19.099
Si, 10.0249, 3.6653, 19.3496
Si, 4.2629, 8.667, 15.3565
Si, 0.4549, 1.9227, 17.1743
Si, 6.7927, 7.5367, 19.2724
Si, 5.2582, 3.6227, 16.7441
Si, 7.7832, 5.0169, 17.5437
Si, 6.6621, 9.9261, 10.3522
Si, 4.3773, 1.0589, 10.0773
Si, -0.0279, 9.0821, 11.8909
Si, 9.1006, 8.6347, 20.9677
Si, 4.5542, 1.6647, 14.5823
Si, 2.4454, 2.0911, 21.0739
Si, 6.3258, 3.347, 10.3503
Si, 3.4296, 5.9134, 16.7284
Si, 9.8795, 6.5289, 10.3355
O, 0.1101, 2.6279, 18.6015
O, 2.9348, 9.635, 15.5959
O, 10.8575, 4.8065, 20.1705
O, 7.5824, 2.4173, 9.9242
O, 10.9202, 5.3295, 10.7828
O, 6.5931, 6.7435, 12.8543
O, 10.328, 8.0493, 10.7763
O, 7.6756, 9.4587, 13.9929
O, 8.4196, 6.2099, 10.9808
O, 5.3516, 10.4832, 20.1084
O, 2.1602, 3.7312, 11.426
O, 7.9779, 8.5462, 19.7746
O, 6.2076, 6.7325, 20.5686
O, 5.5097, 2.7162, 15.4103
O, 1.3051, 0.9323, 20.7231
O, 6.0519, 9.0652, 11.6144
O, 4.6183, 4.9862, 16.1099
O, 6.5967, 3.9033, 17.6353
O, 10.5129, 10.6572, 11.815
O, 5.5845, 0.4966, 13.9955
O, 8.0279, 5.102, 15.9495
O, 9.7461, 9.8184, 15.5715
O, -0.3998, 5.1478, 15.1209
O, 1.5621, 6.8436, 20.8114
O, 1.5099, 0.6458, 17.1916
O, 6.5933, 1.7717, 20.8219
O, 1.0138, 1.779, 12.826
O, 3.2333, 5.4897, 18.3183
O, 9.5356, 2.0078, 11.5621
O, 1.0136, 3.1083, 16.2004
O, 8.5618, 5.137, 13.386
O, 10.2895, 8.5701, 13.3062
O, 1.444, 9.4073, 21.7055
O, 10.0811, 9.9343, 20.6272
O, 3.1744, 0.218, 10.8474
O, 5.0751, 2.3621, 10.8142
O, 1.7313, 4.1373, 13.9159
O, 7.9151, 10.8733, 10.8323
O, 9.1273, 4.4704, 18.255
O, 5.6471, 9.4903, 15.7682
O, 5.5289, -0.0293, 9.7263
O, 3.5892, 2.3025, 13.3988
O, 1.979, 5.6484, 16.0359
O, 9.7098, 1.057, 14.0343
O, 4.3997, 6.9496, 11.5151
O, 4.7561, 4.5005, 20.2112
O, 9.9616, 1.3378, 16.6496
O, 6.6616, 4.3223, 11.6286
O, 5.5804, 8.4094, 18.6017
O, 9.0707, 2.7394, 20.2977
O, 3.6127, 1.13, 15.7937
O, 4.2172, 3.0781, 17.9057
O, 9.9095, 7.2167, 20.9125
O, 3.3496, 8.6623, 9.8026
O, 3.9374, 7.4209, 16.366
O, 7.6402, 0.4774, 15.6997
O, 8.9274, 7.3009, 15.0407
O, 3.9315, 1.4433, 21.1722
O, 1.5962, 9.1493, 11.6769
O, 2.3143, 6.1577, 10.1895
O, 7.3393, 6.4607, 18.164
O, 7.2101, 4.363, 21.1406
O, 4.5487, 8.2462, 13.7875
O, 3.3311, 8.6637, 19.9886
O, 2.4969, 3.2349, 19.8825
O, 3.7443, 10.3645, 17.9926

Results
free energy: -130700.141 eV
free energy less fixed offsets of B -154.04, O -568.88, Si -635.61 eV per atom: 2.579 eV

Forces (eV/angstrom), in the order of the atoms: element, x, y, z
Si, 0.0071, -0.0086, -0.0236
Si, -0.0072, 0.019, -0.0181
Si, 0.0053, -0.0094, -0.0292
Si, -0.0145, 0.0031, -0.0218
Si, -0.0057, 0.0101, -0.0207
Si, 0.0043, -0.0122, -0.0266
Si, -0.0113, 0.0055, -0.0225
Si, 0.0086, -0.0036, -0.0282
Si, 0.0058, -0.0052, -0.0094
Si, -0.0055, 0.0012, -0.0098
Si, -0.002, -0.0033, -0.0016
Si, -0.0021, 0.0051, -0.0128
Si, -0.0001, 0.0018, -0.0049
Si, 0.0025, 0.0005, -0.0004
Si, 0.0007, 0.0026, -0.002
Si, 0.0056, -0.0031, -0.0073
Si, -0.0035, 0.0002, 0.0032
Si, 0.0068, 0.0041, 0.0409
Si, 0.0029, -0.0042, 0.035
Si, -0.0007, 0.0005, 0.0017
Si, 0.0013, -0.0041, 0.0268
Si, -0.0038, -0.0011, 0.0047
Si, 0.0022, 0.0019, 0.0031
Si, -0.0039, -0.0042, 0.0185
Si, 0.0021, -0.0028, -0.0109
Si, -0.0094, -0.0018, -0.0219
Si, -0.0061, 0.0088, -0.0208
Si, -0.0044, 0.0051, -0.0071
Si, 0.0032, -0.0018, -0.0223
Si, 0.001, 0.0033, -0.008
Si, 0.0012, -0.0007, -0.014
Si, 0.0092, 0.0047, -0.0154
Si, 0.0161, 0.0181, 0.026
Si, -0.0013, -0.0061, 0.0102
Si, 0.007, 0.0081, 0.0157
Si, 0.0116, -0.0061, 0.008
Si, 0.0077, -0.0125, 0.0082
Si, -0.0039, 0.006, 0.0094
Si, 0.0039, 0.0005, 0.0111
Si, -0.0066, 0.008, 0.011
B, -0.0321, -0.0206, -0.029
Si, -0.0041, 0.0017, -0.0016
Si, 0.0047, -0.0029, -0.0065
Si, -0.0088, 0.0075, -0.004
Si, -0.0034, 0.0047, -0.0009
Si, 0.0042, -0.0057, -0.0036
Si, -0.0022, 0.0036, -0.0034
Si, 0.0007, -0.0048, -0.005
Si, 0.0176, -0.0072, 0.0159
Si, 0.0015, 0.0045, 0.0029
Si, 0.0035, 0.007, 0.0093
Si, -0.0011, -0.001, 0.0039
Si, -0.0045, -0.0005, 0.001
Si, 0.0043, -0.0031, 0.0004
Si, 0.0028, -0.0008, 0.0036
Si, -0.004, 0.0033, -0.0029
Si, -0.0076, -0.0006, -0.0114
Si, 0.0079, -0.0107, 0.0004
Si, 0.0047, -0.0104, -0.0042
Si, -0.0043, 0.0058, -0.0097
Si, 0.0091, -0.0055, -0.0017
Si, -0.0057, 0.0043, -0.006
Si, -0.0062, 0.0062, -0.0102
Si, 0, -0.002, -0.0048
Si, -0.0039, 0.0073, 0.0055
Si, -0.0002, 0.0047, 0.0059
Si, 0.0135, 0.0167, 0.0213
Si, 0.0005, -0.0046, 0.0063
Si, -0.0038, 0.0044, 0.0083
Si, -0.0039, 0.0004, 0.0056
Si, -0.0027, 0, 0.0065
Si, 0.0064, -0.0078, 0.011
Si, -0.0047, -0.0034, -0.0155
Si, 0.0014, -0.0009, -0.0017
Si, -0.0141, -0.0118, -0.0337
Si, 0.0059, 0.0011, -0.0056
Si, -0.0016, -0.0039, -0.0003
Si, -0.0008, 0.0037, -0.0196
Si, 0, 0.001, -0.0031
Si, -0.0025, 0.0018, -0.0132
Si, 0.0058, -0.0059, 0.0053
Si, -0.0016, 0.0019, 0.0019
Si, -0.0016, 0.0009, 0.0058
Si, 0.0061, -0.0096, 0.0034
Si, -0.0005, 0.0051, 0.0048
Si, 0.0007, -0.0057, 0.0033
Si, 0.0065, 0.0015, -0.0023
Si, -0.003, 0.0031, 0.0081
Si, 0.0072, -0.001, 0.024
Si, -0.01, 0.0065, 0.0245
Si, -0.0078, 0.0093, 0.0198
Si, -0.0005, -0.0057, 0.0294
Si, -0.0088, 0.0068, 0.0224
Si, 0.01, -0.0125, 0.0247
Si, 0.0044, -0.0032, 0.0295
Si, -0.0076, 0.0094, 0.0204
O, 0.0116, -0.0099, -0.0249
O, 0.0028, -0.0119, -0.0277
O, -0.0105, 0.0103, -0.0291
O, -0.0152, 0.0055, -0.0325
O, -0.0002, 0.0092, -0.0277
O, -0.0012, 0.005, -0.0128
O, 0.0088, -0.0045, -0.0194
O, 0.0145, -0.0053, -0.0268
O, 0.0109, -0.0091, 0.0293
O, 0.0047, -0.0137, 0.0294
O, 0.0099, -0.0149, 0.0238
O, -0.0109, 0.01, 0.0347
O, -0.0059, 0.0151, 0.0366
O, 0.0131, -0.0076, 0.0301
O, -0.0169, 0.0039, 0.0337
O, -0.0122, 0.0129, 0.0313
Si, 0.001, -0.0079, -0.0023
Si, -0.0095, 0.0069, 0.0056
Si, 0.0003, 0.0006, 0.0025
Si, -0.0018, 0.0059, -0.0087
Si, -0.0025, 0.0048, -0.0083
Si, 0.0006, -0.0001, -0.0054
Si, -0.0046, -0.0035, 0.0037
Si, -0.0041, 0.0023, -0.0017
Si, 0.0083, -0.0022, -0.0044
Si, 0.0022, 0.0074, -0.0085
Si, -0.0079, 0.0041, -0.0025
Si, 0.0072, 0.0021, 0.0064
Si, -0.0015, 0.0018, 0.0045
Si, 0.0002, 0.0002, -0.0085
Si, 0.0034, 0.0021, -0.0041
Si, -0.0082, -0.0014, -0.0052
Si, 0.0065, -0.0059, 0.0049
Si, 0.0091, -0.0067, -0.0021
Si, 0.003, -0.0007, -0.0146
Si, -0.0109, -0.0015, 0.0061
Si, 0.0056, 0.0034, 0.0013
Si, -0.0017, 0.0058, 0.0013
Si, 0.0018, -0.0029, 0.0039
Si, -0.0017, 0.0046, 0.0045
Si, 0.0018, -0.0041, 0.0027
Si, -0.0029, -0.0031, 0.0059
Si, 0.0002, 0.0009, 0.0047
Si, -0.0037, -0.0057, 0.0077
Si, -0.0095, 0.0076, 0.0003
Si, 0.0074, 0.0012, -0.0092
Si, -0.007, 0.0089, -0.006
Si, 0.0027, -0.0044, -0.0067
Si, 0.0018, -0.0033, -0.0015
Si, 0.0084, -0.0018, -0.008
Si, 0.0103, -0.0107, 0.0036
Si, -0.0019, 0.0008, 0.0032
Si, -0.0009, 0.0002, 0.0114
O, -0.0055, 0.0059, -0.0015
O, 0.0017, -0.002, 0.0028
O, 0.0042, 0.0124, 0.0006
O, -0.0003, 0.0047, 0.016
O, 0.0004, 0.0021, 0.0032
O, 0.0028, -0.002, 0.0016
O, -0.0014, -0.0092, 0.003
O, 0.0007, -0.0025, 0.0048
O, 0.0065, 0.0007, 0.0041
O, 0.0038, 0.0128, 0.0022
O, -0.005, 0.012, -0.0046
O, 0.0104, 0.0027, 0.0009
O, -0.0033, -0.0082, -0.001
O, 0.0007, 0.0001, 0.001
O, -0.0032, -0.0042, -0.0047
O, 0.0054, 0.0098, -0.0075
O, -0.0011, -0.0005, 0.0001
O, 0.003, 0.0025, -0.0067
O, 0.0025, -0.0054, 0.0078
O, -0.0008, -0.0006, 0.0058
O, -0.0008, -0.0006, -0.0002
O, 0.0018, -0.0017, -0.0023
O, -0.0028, 0.0005, 0.0005
O, -0.0019, 0.0012, -0.0055
O, -0.0017, 0.0011, -0.0037
O, 0.0016, -0.0006, -0.0045
O, -0.0046, -0.0023, 0.007
O, 0.0022, -0.0045, -0.0014
O, -0.0116, -0.0039, -0.0057
O, -0.0001, 0, -0.0026
O, -0.0067, 0.0006, -0.0022
O, 0.0069, -0.0005, -0.0036
O, -0.0024, 0.0027, -0.0082
O, 0.002, 0.0012, -0.005
O, 0.0045, 0.0014, 0.0029
O, -0.0019, -0.0087, -0.0023
O, 0.0002, -0.0039, 0.0015
O, -0.007, 0.0001, -0.0001
O, 0.0062, -0.0041, -0.0008
O, -0.002, -0.0028, -0.0014
O, 0.0005, 0.002, 0.0134
O, -0.0062, 0.0039, 0.0017
O, 0.0007, -0.0029, -0.0036
O, 0.0056, 0.003, -0.007
O, -0.0067, -0.0004, -0.0034
O, 0.0126, 0.006, 0.0035
O, 0.0025, 0.0011, -0.0032
O, -0.003, -0.01, -0.0037
O, 0.0006, -0.0001, -0.004
O, -0.0127, -0.0036, 0.0007
O, 0.0003, 0.0019, 0.0001
O, -0.0038, -0.0009, 0.0003
O, 0.0013, 0.0009, -0.0065
O, -0.0004, 0.0024, 0.0078
O, 0.0012, 0.0009, -0.0037
O, 0.0007, 0.0006, -0.0007
O, 0.0007, -0.0017, -0.0005
O, 0.0012, 0.0004, -0.0089
O, 0.0022, 0.0053, -0.0014
O, 0.0038, -0.0003, 0.0098
O, -0.0024, 0.0087, -0.0004
O, -0.0013, -0.0048, -0.0059
O, 0.0047, -0.0031, -0.0057
O, -0.0103, -0.0065, 0.0021
O, -0.0044, -0.0114, 0.0027
O, 0.0073, -0.0058, 0.0041

The program warned: the cutoff lies below the one the program advises for these potential files; the forces do not sum to zero within the program's tolerance; the exchange-correlation potential is rough where the density is thin.
